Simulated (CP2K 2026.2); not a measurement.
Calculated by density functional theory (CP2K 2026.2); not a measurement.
Periodic cell of 513 atoms, Si351O162, from a study of silicon, its oxide and their interface. The atomic structure is a simulated model.
Doubt: the forces sum to 1.46 eV/angstrom along one axis rather than to zero, so they err by at least 0.0028 eV/angstrom per atom on average; the grid cutoff is modest.

Settings
functional: PBE
method: Gaussian and plane waves
basis set: DZVP-MOLOPT-SR-GTH
pseudopotentials: GTH-PBE
grid cutoff: 350 Ry, relative cutoff 50 Ry
k points: Gamma only
occupations: fixed
spin: none
net charge: 0

Cell vectors (angstrom)
a 16.407 0 0
b 0 16.407 0
c 0.1278 0.4052 34.3117

Atoms and the computed forces on them: element, x, y, z (angstrom), force x, y, z (eV/angstrom)
Si 16.231 0.42 0.112 -0.042 -0.048 -0.263
Si 2.954 3.089 34.193 0.074 0.127 0.032
Si 16.067 5.947 0.331 0.031 0.018 -0.166
Si 2.349 8.59 0.061 0.004 -0.053 -0.251
Si 0.337 10.939 0.197 0.007 -0.039 -0.067
Si 3.158 13.306 0.183 -0.108 0.316 -0.406
Si 5.238 0.862 34.202 0.114 -0.204 -0.148
Si 7.934 3.279 0.135 0.077 -0.167 -0.333
Si 5.898 5.978 34.28 -0.12 0.096 -0.117
Si 8.596 7.868 0.063 -0.198 0.175 -0.257
Si 5.414 11.149 0.159 0.111 0.003 -0.473
Si 8.839 13.934 34.311 -0.163 0.012 -0.055
Si 11.255 16.196 0.044 -0.082 0.201 -0.047
Si 13.904 2.515 0.127 0.055 0.028 -0.036
Si 10.929 5.64 0.204 -0.023 -0.079 -0.258
Si 13.893 8.103 0.01 0.076 -0.005 -0.271
Si 10.943 11.592 34.294 -0.084 -0.09 -0.086
Si 13.43 13.966 0.087 0.029 0.069 -0.077
Si 1.39 1.559 1.421 0.03 -0.009 -0.159
Si 4.064 4.332 1.183 0.072 -0.156 -0.251
Si 1.289 7.094 1.553 -0.001 -0.035 -0.236
Si 4.129 9.61 1.37 -0.243 -0.055 -0.135
Si 1.549 12.34 1.596 -0.021 -0.042 -0.192
Si 4.152 15.171 1.297 -0.001 -0.071 -0.107
Si 6.781 1.536 1.267 -0.11 0.109 -0.157
Si 9.645 4.161 1.492 -0.083 0.043 -0.046
Si 6.921 6.943 1.453 0.122 0.01 -0.114
Si 9.628 9.633 1.321 0.016 -0.025 -0.185
Si 6.978 12.448 1.329 0.189 -0.001 -0.252
Si 9.682 15.108 1.433 0.048 0.015 -0.178
Si 12.37 1.355 1.457 0.009 -0.066 -0.242
Si 14.953 4.225 1.486 0.021 -0.076 -0.312
Si 12.419 6.934 1.471 -0.048 0.05 -0.264
Si 15.029 9.736 1.35 0.176 -0.026 -0.199
Si 12.3 12.396 1.414 -0.104 0.082 -0.183
Si 15.095 15.128 1.36 -0.075 0.084 -0.231
Si 0.039 2.915 2.795 0.006 0.062 0.077
Si 2.747 0.089 2.714 -0.013 -0.015 0.051
Si 16.351 8.42 2.88 -0.133 0.071 0.081
Si 2.752 5.638 2.702 0.04 -0.048 -0.011
Si 0.077 13.779 2.749 -0.033 0.067 0.04
Si 2.874 10.964 2.885 0.092 -0.029 0.234
Si 5.432 2.905 2.675 -0.096 0.119 0.001
Si 8.208 0.132 2.65 -0.031 0.052 -0.113
Si 5.507 8.297 2.753 0.032 -0.034 0.067
Si 8.276 5.571 2.825 0.14 0.078 0.257
Si 5.6 13.847 2.688 -0.112 0.018 0.063
Si 8.247 11.013 2.722 0.089 -0.07 0.03
Si 10.979 2.744 2.791 0.037 0.016 0.004
Si 13.748 0.042 2.83 0.051 -0.085 0.114
Si 11.018 8.343 2.753 -0.047 -0.001 0.165
Si 13.65 5.544 2.892 -0.039 -0.063 0.139
Si 10.982 13.751 2.835 0.002 -0.049 0.182
Si 13.705 11.073 2.753 -0.008 -0.004 0.079
Si 1.43 4.27 4.131 -0.081 -0.044 0.026
Si 4.112 1.489 4.081 0.059 0.073 -0.093
Si 1.406 9.695 4.234 -0.016 0.002 -0.041
Si 4.145 6.935 4.117 -0.012 -0.031 0.019
Si 1.408 15.154 4.13 0.026 0.035 0.021
Si 4.239 12.448 4.12 -0.035 -0.041 -0.064
Si 6.844 4.202 4.133 -0.003 -0.035 -0.168
Si 9.565 1.428 4.109 0.049 -0.009 0.093
Si 6.871 9.676 4.117 -0.002 0.079 -0.003
Si 9.648 6.971 4.164 -0.103 -0.038 -0.167
Si 6.908 15.195 4.1 -0.055 -0.097 0.05
Si 9.593 12.367 4.151 0.033 0.066 -0.072
Si 12.288 4.149 4.193 -0.023 0.122 0.03
Si 15.109 1.48 4.156 -0.076 -0.013 -0.093
Si 12.359 9.705 4.153 -0.024 -0.05 -0.058
Si 15.043 6.947 4.205 0.08 0.053 -0.029
Si 12.356 15.113 4.203 0.066 -0.001 -0.08
Si 15.093 12.427 4.118 0.011 -0.02 0.015
Si 0.06 0.112 5.522 -0.003 0.004 -0.042
Si 2.772 2.858 5.487 -0.015 -0.029 -0.056
Si 0.049 5.594 5.533 0.034 0.026 -0.05
Si 2.787 8.288 5.526 -0.046 -0.012 -0.01
Si 0.036 11.085 5.541 0.057 0.018 -0.006
Si 2.807 13.788 5.478 -0.013 -0.013 -0.057
Si 5.505 0.133 5.467 -0.001 0.034 -0.09
Si 8.223 2.822 5.489 -0.035 0.023 -0.058
Si 5.5 5.578 5.509 0.006 -0.011 -0.036
Si 8.242 8.322 5.506 0.049 -0.007 -0.053
Si 5.544 11.06 5.512 0.053 0.032 -0.024
Si 8.241 13.786 5.489 0.008 -0.007 -0.059
Si 10.956 0.098 5.51 -0.016 -0.068 -0.035
Si 13.713 2.823 5.529 0.039 -0.014 -0.023
Si 10.964 5.569 5.541 -0.021 -0.034 -0.016
Si 13.693 8.326 5.549 -0.048 -0.013 -0.029
Si 10.978 11.042 5.532 0.005 0.008 -0.05
Si 13.737 13.758 5.538 -0.022 0.042 -0.014
Si 1.42 1.49 6.875 -0.015 0.009 0.004
Si 4.137 4.209 6.873 0.018 -0.006 0.011
Si 1.416 6.946 6.904 0.017 -0.021 0.011
Si 4.159 9.683 6.866 -0.031 0.032 -0.013
Si 1.435 12.441 6.878 -0.033 0.011 -0.008
Si 4.154 15.165 6.851 -0.016 -0.009 -0.002
Si 6.862 1.472 6.867 0.024 -0.007 0.015
Si 9.583 4.194 6.875 -0.009 0.059 -0.004
Si 6.875 6.948 6.87 0.003 0.003 -0.007
Si 9.605 9.678 6.888 -0.019 0.005 0.01
Si 6.892 12.428 6.882 -0.024 -0.022 0.012
Si 9.601 15.137 6.877 0.045 -0.018 0.009
Si 12.333 1.46 6.882 -0.001 0.036 -0.012
Si 15.083 4.209 6.881 -0.006 -0.012 -0.009
Si 12.333 6.942 6.902 0.011 -0.002 -0.002
Si 15.077 9.699 6.895 0.017 -0.024 -0.006
Si 12.348 12.408 6.894 0.023 -0.017 0.002
Si 15.097 15.149 6.887 -0.003 -0.002 -0.005
Si 0.045 2.845 8.248 -0.015 -0.004 0.001
Si 2.787 0.116 8.235 0.007 0.018 -0.004
Si 0.044 8.324 8.25 0.019 0.004 -0.001
Si 2.781 5.572 8.257 -0.034 0 0.008
Si 0.062 13.794 8.252 0.023 0.017 0.011
Si 2.79 11.053 8.236 -0.016 -0.015 0
Si 5.505 2.843 8.241 0 0.01 -0.003
Si 8.232 0.103 8.235 -0.012 0 -0.003
Si 5.518 8.319 8.244 0.007 0 0
Si 8.232 5.576 8.243 -0.011 -0.029 0.006
Si 5.51 13.793 8.233 -0.003 -0.017 -0.006
Si 8.248 11.054 8.252 0.045 0.033 0.004
Si 10.968 2.839 8.24 0.02 -0.009 0.002
Si 13.713 0.103 8.248 -0.014 -0.02 0.003
Si 10.966 8.311 8.259 -0.021 -0.032 -0.002
Si 13.715 5.575 8.249 0.021 0.029 0
Si 10.976 13.78 8.249 -0.003 0.016 0.004
Si 13.71 11.051 8.265 -0.018 -0.007 0.005
Si 1.407 4.211 9.62 0.01 -0.004 0.005
Si 4.144 1.478 9.614 -0.001 -0.006 -0.009
Si 1.417 9.692 9.607 -0.008 -0.001 -0.001
Si 4.148 6.951 9.613 -0.003 -0.005 -0.005
Si 1.423 15.163 9.617 -0.017 -0.003 0.008
Si 4.152 12.421 9.608 -0.009 0.012 -0.006
Si 6.868 4.211 9.61 -0.007 0.011 -0.004
Si 9.604 1.468 9.602 0.005 0.005 -0.008
Si 6.881 9.686 9.619 -0.007 -0.003 -0.003
Si 9.602 6.939 9.617 0.011 0.014 0.005
Si 6.873 15.147 9.611 0.004 -0.003 -0.004
Si 9.614 12.414 9.621 -0.001 -0.026 0.001
Si 12.341 4.208 9.608 -0.002 0.006 0.006
Si 15.081 1.476 9.613 0.003 0.019 -0.001
Si 12.338 9.679 9.619 0.018 0 0.007
Si 15.083 6.95 9.609 -0.006 -0.011 0.002
Si 12.346 15.144 9.614 0.004 0.002 0
Si 15.092 12.422 9.611 0.002 0.001 -0.003
Si 0.047 16.524 10.986 -0.011 -0.005 -0.002
Si 2.774 2.842 10.983 -0.01 -0.001 -0.005
Si 16.447 5.587 10.981 0.002 0 0.005
Si 2.781 8.325 10.975 -0.015 -0.006 -0.003
Si 0.044 11.05 10.976 0.011 0.005 0.007
Si 2.782 13.783 10.979 0.003 0.006 -0.005
Si 5.508 16.512 10.978 0.006 0.004 0
Si 8.245 2.843 10.966 -0.001 -0.007 -0.005
Si 5.508 5.58 10.982 0.01 0.002 0.004
Si 8.243 8.312 10.987 0.003 0.002 -0.005
Si 5.517 11.059 10.987 -0.008 -0.009 -0.001
Si 8.24 13.779 10.98 0.006 0.012 -0.001
Si 10.971 16.511 10.973 0.01 0.017 0.007
Si 13.709 2.844 10.979 0.002 0.005 -0.001
Si 10.982 5.581 10.98 -0.012 -0.005 0.002
Si 13.715 8.316 10.975 -0.002 -0.014 0.002
Si 10.979 11.047 10.989 -0.001 0.01 0.005
Si 13.72 13.782 10.977 -0.002 -0.015 0.001
Si 1.411 1.482 12.36 0.021 0.031 -0.001
Si 4.135 4.216 12.345 -0.017 -0.014 0
Si 1.404 6.967 12.34 0.018 -0.001 -0.001
Si 4.146 9.69 12.349 0.012 0.014 -0.005
Si 1.408 12.416 12.342 -0.026 -0.02 -0.006
Si 4.147 15.143 12.352 -0.009 -0.01 -0.005
Si 6.884 1.472 12.329 -0.001 0.022 -0.005
Si 9.611 4.209 12.335 0.019 0.008 -0.007
Si 6.878 6.943 12.352 -0.028 -0.021 -0.006
Si 9.613 9.679 12.357 -0.002 -0.017 0.007
Si 6.884 12.419 12.365 0.017 0.006 0
Si 9.611 15.139 12.343 -0.031 -0.015 -0.001
Si 12.336 1.474 12.339 -0.019 -0.035 -0.004
Si 15.074 4.22 12.346 -0.007 -0.004 0.002
Si 12.352 6.955 12.345 0.027 0.021 0.003
Si 15.077 9.685 12.341 -0.014 -0.012 0.004
Si 12.358 12.411 12.345 0.008 0.021 0.006
Si 15.081 15.151 12.346 0.027 0.024 0.002
Si 16.443 2.859 13.716 0.012 -0.022 0.024
Si 2.778 16.506 13.718 -0.012 -0.002 0.01
Si 16.442 8.329 13.713 -0.002 -0.008 -0.015
Si 2.766 5.599 13.702 -0.011 -0.013 0.002
Si 16.441 13.772 13.709 0.002 0.012 0
Si 2.771 11.054 13.715 0.003 0.016 0
Si 5.517 2.838 13.686 0.013 -0.017 -0.013
Si 8.243 16.511 13.7 0.026 -0.005 -0.008
Si 5.512 8.317 13.711 -0.004 0.009 0.014
Si 8.254 5.573 13.71 -0.001 0.006 0.009
Si 5.512 13.785 13.733 -0.015 0.011 0.012
Si 8.255 11.048 13.732 -0.023 0.007 0.015
Si 10.971 2.843 13.705 -0.01 0.024 0.008
Si 13.701 16.513 13.705 -0.001 0.035 0.002
Si 10.995 8.322 13.72 -0.012 -0.018 -0.002
Si 13.716 5.595 13.719 -0.02 -0.002 0.005
Si 10.985 13.772 13.704 0.018 -0.023 -0.025
Si 13.713 11.042 13.721 0.022 -0.013 -0.019
Si 1.384 4.262 15.079 0.022 0.015 0.042
Si 4.173 1.465 15.059 -0.018 0.056 0.039
Si 1.393 9.699 15.081 -0.011 0.011 0.049
Si 4.131 6.961 15.072 0.017 -0.013 0.037
Si 1.403 15.129 15.075 0.029 0.011 0.027
Si 4.133 12.414 15.093 0.01 -0.044 0.038
Si 6.879 4.194 15.056 -0.027 -0.028 0.026
Si 9.605 1.467 15.065 -0.017 -0.027 0.042
Si 6.882 9.673 15.089 0.011 -0.016 0.024
Si 9.635 6.94 15.071 0.023 0.012 0.014
Si 6.886 15.163 15.091 0.009 -0.024 0.063
Si 9.656 12.397 15.094 -0.013 0.073 0.042
Si 12.336 4.221 15.064 0.003 -0.01 0.017
Si 15.064 1.48 15.065 -0.015 -0.008 -0.011
Si 12.344 9.696 15.109 0.027 -0.026 0.065
Si 15.083 6.969 15.093 -0.012 0.036 0.055
Si 12.336 15.14 15.074 -0.016 -0.002 0.036
Si 15.073 12.41 15.083 0.005 -0.009 0.06
Si 16.386 16.461 16.407 0.011 0.066 0.076
Si 2.794 2.871 16.357 0.054 -0.071 0.08
Si 16.436 5.632 16.503 0.012 -0.025 -0.017
Si 2.734 8.31 16.442 0.049 0.082 -0.014
Si 16.462 11.084 16.471 -0.055 -0.048 0.063
Si 2.781 13.792 16.476 -0.081 -0.005 -0.042
Si 5.525 16.528 16.487 0.015 -0.005 -0.051
Si 8.201 2.79 16.436 0.078 0.067 0.007
Si 5.537 5.596 16.4 -0.059 -0.054 0.051
Si 8.309 8.333 16.435 -0.063 -0.053 -0.008
Si 5.48 11.012 16.45 -0.003 0.101 0.091
Si 8.295 13.793 16.418 0.042 -0.067 0.049
Si 10.997 16.538 16.435 -0.069 -0.044 0.072
Si 13.725 2.887 16.424 -0.052 -0.035 -0.006
Si 10.963 5.552 16.457 0.026 0.063 0.104
Si 13.717 8.333 16.473 -0.012 -0.024 0.086
Si 11.004 11.052 16.533 0.012 -0.017 -0.016
Si 13.654 13.73 16.446 0.104 0.065 0.012
Si 1.392 1.476 17.643 0.021 0.054 -0.331
Si 4.147 4.243 17.756 0.007 -0.035 -0.059
Si 1.378 7.027 17.891 -0.071 0.034 0.046
Si 4.083 9.64 17.836 -0.075 0.045 -0.025
Si 1.411 12.452 17.872 0.01 -0.017 0.045
Si 4.163 15.149 17.834 0.023 -0.04 -0.055
Si 6.868 1.477 17.904 0.01 -0.014 0.002
Si 9.571 4.137 17.785 -0.057 -0.056 -0.141
Si 6.962 6.928 17.747 0.09 -0.013 -0.12
Si 9.653 9.652 17.885 0.022 -0.04 -0.033
Si 6.93 12.384 17.732 0.068 -0.012 -0.233
Si 9.635 15.177 17.826 -0.003 0.036 -0.007
Si 12.384 1.51 17.78 0.038 0.036 -0.082
Si 15.043 4.255 17.838 -0.067 0.084 -0.037
Si 12.352 6.924 17.831 0.039 -0.03 -0.004
Si 15.065 9.748 17.851 0.021 0.045 -0.091
Si 12.345 12.43 17.944 -0.02 -0.019 0.003
Si 15.006 15.074 17.807 -0.003 -0.015 -0.123
Si 16.475 2.833 19.01 -0.029 -0.12 0.248
Si 2.702 16.561 19.042 -0.028 -0.016 0.153
Si 16.4 8.437 19.28 -0.075 -0.01 0.152
Si 2.772 5.597 19.146 0.159 -0.031 0.192
Si 16.347 13.754 19.245 0.005 -0.107 0.214
Si 2.751 11.06 19.269 0.059 -0.023 0.132
Si 5.486 2.907 19.213 -0.079 0.092 0.174
Si 8.28 16.519 19.265 0.073 -0.035 0.334
Si 5.55 8.23 19.059 -0.048 0.008 0.22
Si 8.248 5.513 19.154 0.041 0.017 0.197
Si 5.635 13.765 19.093 0.038 -0.019 0.131
Si 8.239 11.022 19.177 -0.098 0.054 0.237
Si 10.977 2.819 19.138 0.024 -0.005 0.253
Si 13.692 16.502 19.138 0.018 0.021 0.213
Si 11.017 8.264 19.26 0.02 -0.068 0.316
Si 13.691 5.59 19.294 -0.062 0.029 0.32
Si 10.968 13.839 19.277 -0.109 0.13 0.184
Si 13.736 11.075 19.328 0.043 -0.073 0.239
Si 1.511 4.053 20.391 0.097 -0.016 0.312
Si 3.701 1.837 20.32 0.074 0.06 0.424
Si 1.1 10.028 20.693 0.152 0.094 -0.051
Si 4.457 6.661 20.433 -0.01 0.048 0.136
Si 1.137 15.414 20.372 -0.074 0.019 0.324
Si 4.617 12.081 20.348 -0.231 -0.047 0.212
Si 6.672 4.465 20.607 -0.086 0.073 0.152
Si 9.907 1.287 20.592 -0.002 -0.02 -0.033
Si 6.683 9.736 20.456 -0.064 -0.026 0.285
Si 9.882 6.559 20.507 -0.019 0.011 0.05
Si 7.124 14.892 20.571 -0.066 0.078 0.073
Si 9.312 12.661 20.506 -0.016 0.09 0.135
Si 12.065 4.339 20.579 0.074 0.019 0.027
Si 15.394 1.219 20.323 -0.023 -0.039 0.319
Si 12.569 9.471 20.634 -0.026 -0.131 -0.106
Si 14.796 7.29 20.608 0.013 -0.081 -0.044
Si 12.13 15.47 20.615 -0.004 0.066 -0.013
Si 15.236 12.241 20.826 0.11 0.075 -0.175
Si 0.983 14.208 25.7 -0.062 0.073 0.182
Si 2.978 3.349 25.159 -0.096 -0.037 0.228
Si 2.879 8.299 22.728 0.078 0 0.177
Si 4.296 12.874 23.284 0.065 -0.186 0.538
Si 2.169 14.934 23.2 -0.061 0.159 0.433
Si 8.118 2.694 22.785 0.022 -0.022 0.166
Si 6.409 16.486 23.225 -0.079 -0.075 0.421
Si 7.297 5.087 27.325 -0.019 0.04 0.151
Si 8.42 8.317 22.642 -0.217 -0.062 0.068
Si 3.699 10.359 24.731 0.063 0.144 0.266
Si 7.998 16.034 25.816 0.01 0.007 0.256
Si 13.533 13.913 23.044 0.092 -0.005 0.238
Si 9.729 14.016 26.79 0.072 -0.038 -0.077
Si 8.045 10.175 26.791 -0.157 0.209 0.119
Si 1.632 6.088 24.618 0.195 -0.105 0.543
Si 10.553 10.709 22.683 0.082 0.166 0.111
Si 0.402 3.084 26.93 0.077 -0.087 0.106
Si 4.395 4.077 27.631 -0.103 -0.007 -0.083
Si 16.04 5.351 22.661 0.239 -0.039 0.228
Si 2.083 12.841 29.084 0.004 -0.113 -0.181
Si 2.558 15.55 27.782 0.078 0.075 -0.09
Si 3.703 1.009 23.248 -0.217 -0.052 0.424
Si 8.785 2.733 25.879 0.007 -0.108 0.355
Si 12.781 4.694 32.242 0.019 0.045 -0.41
Si 8.158 7.498 25.704 -0.062 -0.029 0.406
Si 6.09 11.917 25.406 0.013 0.079 0.274
Si 10.74 1.029 31.391 0.301 -0.031 -0.376
Si 14.481 15.17 25.834 0.02 0.069 0.466
Si 13.954 3.002 22.584 0.03 -0.202 0.013
Si 12.906 10.193 26.632 0.191 -0.015 0.028
Si 15.521 10.057 27.909 0.113 -0.05 0.034
Si 11.69 12.26 24.95 0.057 0.133 0.557
Si 1.02 1.135 29.291 -0.038 0.074 -0.307
Si 15.256 5.489 30.799 0.014 0.107 -0.522
Si 1.667 5.77 27.532 0.056 -0.075 -0.033
Si 15.424 12.683 29.454 0.042 0.05 -0.431
Si 1.69 11.248 26.756 0.086 0.116 0.135
Si 3.992 1.353 29.177 -0.125 0.046 -0.326
Si 5.63 7.506 31.409 0.18 -0.065 -0.47
Si 11.654 2.861 27.274 -0.117 -0.006 0.034
Si 6.881 13.87 27.531 0.002 0.022 -0.069
Si 8.589 10.367 29.73 -0.091 0.169 -0.358
Si 13.272 14.787 28.607 -0.188 0.1 -0.14
Si 11.445 10.063 29.179 -0.129 -0.043 -0.254
Si 14.198 1.952 25.537 0.127 -0.082 0.439
Si 10.472 14.757 29.631 0.119 -0.137 -0.181
Si 10.583 8.698 26.852 -0.127 -0.162 0.009
Si 1.292 4.815 32.235 -0.235 -0.025 -0.247
Si 6.291 0.608 31.316 0.067 0.145 -0.421
Si 2.727 7.487 31.546 -0.189 0.281 -0.487
Si 0.66 15.994 31.665 0.014 0.157 -0.558
Si 2.918 14.117 31.459 0.233 -0.182 -0.286
Si 8.389 2.913 31.541 -0.088 0.055 -0.467
Si 8.005 5.767 30.204 0.117 0.02 -0.18
Si 6.298 10.652 31.511 -0.109 0.136 -0.449
Si 0.499 7.805 29.711 0.016 -0.034 -0.231
Si 8.106 14.582 31.409 -0.044 -0.196 -0.545
Si 5.69 13.263 30.491 -0.042 -0.073 -0.392
Si 9.306 8.062 31.492 -0.247 -0.063 -0.423
Si 13.136 4.108 29.359 0.181 0.001 -0.388
Si 12.021 9.57 32.071 -0.022 0.038 -0.168
Si 12.756 1.353 29.415 0.147 -0.237 -0.21
Si 15.489 13.279 32.338 0.071 -0.136 -0.224
O 0.827 16.689 33.119 -0.23 0.416 0.399
O 15.207 1.894 33.826 0.035 0.062 0.378
O 2.176 3.549 32.774 0.051 -0.131 0.128
O 4.109 1.99 33.698 0.163 -0.005 0.409
O 0.584 5.485 33.518 -0.084 -0.001 0.122
O 15.268 7.504 33.846 -0.172 -0.39 0.677
O 2.918 8.141 33.025 0.33 0.32 0.325
O 1.651 8.4 30.699 0.166 -0.115 0.484
O 16.424 12.442 33.366 0.247 -0.004 0.079
O 1.45 10.191 33.796 0.075 0.059 0.48
O 2.604 14.109 33.045 -0.138 0.079 0.129
O 2.075 15.45 31.016 0.023 0.164 0.144
O 5.76 16.553 32.792 -0.153 -0.269 0.295
O 7.425 15.949 30.788 0.14 -0.13 0.092
O 8.831 3.188 33.077 0.199 0.214 0.424
O 6.985 4.805 33.821 -0.1 -0.049 0.173
O 5.582 6.925 32.941 0.094 -0.286 0.522
O 6.623 6.567 30.519 -0.306 0.3 0.393
O 8.761 8.8 30.133 -0.154 -0.135 -0.01
O 8.331 8.508 32.753 -0.165 -0.019 0.542
O 6.206 10.883 33.112 -0.2 0.332 0.521
O 4.41 12.631 33.915 -0.142 0.068 0.27
O 8.569 14.844 32.945 0.351 -0.168 0.255
O 6.905 13.5 31.539 0.053 0.013 0.406
O 9.665 2.143 30.887 0.217 0.191 -0.042
O 10.66 0.813 32.995 -0.265 -0.012 0.482
O 13.137 3.375 33.125 -0.226 -0.003 0.027
O 14.435 5.098 29.422 0.205 0.147 0.14
O 14.185 5.514 32.032 0.067 0.015 0.173
O 9.799 7.04 34.146 -0.118 0.349 0.055
O 13.301 8.951 32.877 -0.083 -0.222 0.11
O 9.872 12.75 33.753 -0.074 0.009 0.318
O 11.53 10.894 32.901 -0.006 0.203 0.273
O 14.051 13.556 33.043 -0.029 -0.103 -0.066
O 12.505 15.512 33.785 0.176 0.128 0.554
O 0.821 4.662 21.768 0.128 0.108 -0.11
O 2.627 4.805 24.54 0.21 0.192 -0.317
O 4.202 1.109 21.708 -0.087 -0.002 -0.328
O 2.624 2.951 20.945 0.254 0.021 -0.63
O 1.853 9.331 21.989 0.167 -0.082 -0.135
O 3.835 9.029 23.831 0.172 -0.263 -0.09
O 5.516 5.565 21.139 0.154 -0.016 -0.602
O 3.824 7.55 21.657 0.13 -0.139 -0.085
O 0.906 14.407 24.088 0.061 -0.174 -0.251
O 1.87 14.631 21.638 -0.015 -0.314 -0.546
O 4.304 12.979 21.684 -0.154 0.175 -0.06
O 3.532 14.223 23.755 -0.072 -0.067 0.068
O 8.614 3.108 24.296 0.186 0.069 -0.583
O 7.438 3.959 21.996 -0.063 -0.1 -0.251
O 9.387 2.108 21.936 0.191 0.164 -0.042
O 11.004 16.571 21.184 0.234 0.048 -0.38
O 7.132 8.953 21.858 -0.031 0.178 -0.152
O 5.576 10.865 20.982 -0.194 -0.025 -0.349
O 9.044 7.065 21.828 0.058 0.015 -0.117
O 8.026 7.771 24.116 0.077 0.253 -0.473
O 6.381 15.511 21.919 0.101 -0.147 -0.238
O 4.966 16.687 23.965 0.071 -0.042 -0.239
O 9.952 11.968 21.849 0.151 -0.037 0.134
O 8.215 13.76 21.134 -0.099 -0.143 -0.604
O 10.985 5.475 21.161 -0.002 -0.028 -0.378
O 12.532 3.45 21.913 -0.02 -0.085 -0.229
O 14.741 1.982 21.609 0.033 -0.133 0.03
O 16.481 16.548 21.018 0.049 0.157 -0.691
O 13.661 8.352 21.228 0.115 0.143 -0.525
O 11.945 10.2 21.985 0.122 -0.122 -0.206
O 15.571 6.741 21.96 -0.257 0.243 -0.121
O 13.826 2.222 23.99 -0.021 0.17 -0.319
O 12.948 14.985 21.966 0.095 -0.145 -0.222
O 12.255 13.186 23.747 -0.288 -0.023 -0.117
O 16.405 11.137 21.334 0.034 -0.181 -0.268
O 14.537 12.897 22.205 -0.129 0.136 -0.026
O 14.249 14.653 24.311 0.193 -0.169 -0.516
O 1.741 2.716 26.048 0.008 -0.21 0.064
O 4.295 3.495 26.109 -0.002 -0.268 -0.271
O 2.018 7.211 23.544 -0.022 -0.003 -0.262
O 2.536 10.22 25.842 0.066 -0.166 -0.266
O 0.286 10.489 26.907 -0.189 -0.057 0.048
O 3.366 11.617 23.754 -0.255 0.105 -0.113
O 2.919 14.116 28.486 0.185 -0.273 -0.03
O 1.426 12.685 26.048 0.108 0.102 0.024
O 3.372 2.44 23.9 0 -0.041 -0.152
O 7.325 15.819 24.373 0.109 0.093 -0.46
O 6.981 1.541 22.824 0.136 0.201 -0.25
O 7.809 3.624 26.833 -0.168 -0.003 0.091
O 10.318 3.024 26.378 -0.026 0.21 -0.112
O 5.739 4.971 27.789 0.046 -0.116 0.138
O 7.388 8.706 26.504 -0.179 -0.254 -0.06
O 9.735 7.449 26.231 0.171 0.038 0.125
O 5.072 10.656 25.554 -0.278 -0.233 0.083
O 5.787 12.664 23.974 0.016 0.198 -0.314
O 9.34 15.107 25.653 -0.225 -0.163 -0.135
O 2.343 16.54 23.408 -0.179 -0.081 0.001
O 13.332 14.706 26.947 0.091 -0.236 -0.209
O 12.005 14.161 29.476 -0.067 0.076 0.169
O 15.923 14.564 26.326 -0.126 0.148 0.14
O 14.535 0.387 25.81 0.062 0.11 0.148
O 9.661 10.048 26.666 0.226 0.164 0.121
O 7.435 6.095 26.054 0.131 0.194 -0.08
O 16.092 8.977 28.963 -0.107 -0.021 0.33
O 11.967 8.98 26.036 0.044 0.038 -0.02
O 10.727 11.173 24.231 -0.216 -0.303 -0.287
O 9.53 9.475 22.701 0.14 0.102 0.222
O 0.325 2.242 28.323 0.021 -0.149 0.105
O 2.166 15.221 26.235 -0.112 -0.039 -0.041
O 3.079 5.021 27.913 0.083 0.106 -0.036
O 4.525 2.79 28.621 0.243 0.052 0.25
O 0.486 4.659 27.335 -0.104 0.129 0.135
O 0.13 5.612 24.2 -0.283 -0.219 -0.361
O 0.493 13.095 28.913 -0.083 -0.116 0.021
O 2.442 11.502 28.206 -0.128 0.156 0.17
O 1.198 16.193 28.393 0.037 0.048 0.1
O 7.036 15.436 27.029 -0.205 0.152 -0.155
O 3.791 16.618 27.982 -0.099 0.055 -0.113
O 9.23 6.494 31.018 0.216 0.2 0.385
O 8.379 1.172 26.13 0.046 -0.017 0.2
O 11.479 1.68 28.41 -0.112 0.163 -0.051
O 12.126 4.251 28.06 0.264 0.122 0.066
O 8.006 4.23 30.69 -0.122 -0.316 0.314
O 7.704 10.562 28.353 0.091 0.196 0.146
O 10.111 10.952 29.56 0.036 -0.048 0.265
O 5.857 13.037 26.571 -0.203 0.024 -0.019
O 7.557 11.243 25.649 -0.099 -0.033 -0.13
O 10.454 16.123 30.481 -0.15 0.079 0.044
O 8.396 13.226 27.358 -0.029 -0.097 0.159
O 13.45 16.362 28.998 -0.109 0.082 0.011
O 15.486 2.823 26.033 -0.158 -0.003 -0.228
O 12.87 2.402 26.328 0.078 -0.058 -0.137
O 12.27 10.832 28.008 -0.136 0.136 0.123
O 14.329 9.483 26.966 -0.051 -0.139 -0.176
O 14.769 4.378 22.768 0.058 0.07 -0.112
O 10.857 13.039 26.141 0.264 -0.156 0.156
O 12.975 11.463 25.608 0.045 0.084 -0.079
O 2.499 1.655 29.79 0.015 -0.16 -0.05
O 16.521 0.717 30.59 0.049 -0.277 0.44
O 1.249 6.801 28.684 -0.064 0.117 0.093
O 1.738 6.649 26.15 -0.2 -0.095 -0.127
O 2.266 5.927 31.577 -0.114 -0.137 -0.171
O 16.083 14.717 31.855 0.006 0.016 -0.142
O 15.34 12.33 31.03 -0.231 -0.112 0.537
O 14.542 13.987 29.153 0.271 0.1 0.295
O 2.391 12.753 30.684 0.137 0.062 0.394
O 4.142 7.421 30.756 -0.079 0.097 0.142
O 7.024 2.04 31.488 0.027 0.131 0.048
O 5.06 0.781 30.257 0.24 -0.084 0.474
O 5.986 9.089 31.227 0.257 -0.084 0.054
O 8.166 5.699 28.571 -0.068 0.287 0.032
O 11.663 5.562 33.037 -0.066 0.109 0.251
O 4.476 14.24 30.987 -0.048 -0.002 -0.12
O 6.234 13.732 29.014 0.061 0.236 0.175
O 5.303 11.669 30.64 0.202 -0.195 0.114
O 7.797 11.044 30.964 0.264 0.082 0.258
O 13.805 2.597 29.264 -0.248 -0.06 0.004
O 12.275 1.388 30.97 -0.274 0.108 0.217
O 12.391 9.919 30.504 0.276 0.083 0.37
O 10.815 8.478 31.929 0.048 0.07 -0.152
O 15.822 6.992 30.602 -0.028 0.058 0.473
O 10.155 14.967 28.047 0.135 -0.077 0.131
O 9.271 13.939 30.404 -0.301 0.114 0.212
O 10.985 8.62 28.462 -0.198 0.108 0.24
O 14.931 11.354 28.68 -0.195 0.098 -0.044
O 16.513 4.463 31.131 0.312 0.047 0.378
O 12.253 4.309 30.731 -0.192 -0.076 0.256

Results
total energy: -108580.919 eV
total energy less fixed offsets of O -438.35, Si -107.03 eV per atom: -0.689 eV
